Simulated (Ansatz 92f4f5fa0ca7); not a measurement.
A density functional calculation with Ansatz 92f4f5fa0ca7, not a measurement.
Periodic cell of 186 atoms, Si104O82, from a study of silicon, its oxide and their interface. The atomic structure is a simulated model.

Settings: functional r2SCAN; potential files Ansatz norm-conserving; basis plane waves; wave-function cutoff 1300 eV; density cutoff ratio 4; exchange-correlation grid ratio 1; k mesh 2 x 2 x 1, shifted by 0.5 0.5 0.5 of a step; self-consistency stop 5e-08 eV per atom in the density residual; occupations Fermi-Dirac, 0.05 eV; spin none; net charge 0.

Cell vectors (angstrom)
a  11.4556  -0.0093  -0.0772
b  -0.0122  11.3588  0.3094
c  2.0602  -4.6196  24.9215

Atoms and the computed forces on them: element, x, y, z (angstrom), force x, y, z (eV/angstrom)
Si  3.1048  1.6687  1.0472  -0.5422  -1.157  -0.1236
Si  3.0759  4.749  1.4327  -0.7067  -1.3112  0.0053
Si  3.0377  7.7315  0.8684  -0.1319  0.2069  0.9053
Si  6.6318  1.7815  0.7643  -0.0795  -0.9655  -1.079
Si  6.7427  4.7234  1.4878  0.6643  -0.4876  -0.4544
Si  6.829  7.7222  0.9568  0.1018  -1.4187  0.8945
Si  10.8032  0.3514  0.595  -0.0874  1.7361  0.1079
Si  10.5949  4.5808  1.166  -0.6795  -0.158  0.4918
Si  10.8405  8.5206  0.9257  0.1078  0.2169  -0.505
Si  4.9577  1.1061  2.2917  0.0593  -0.1925  0.088
Si  4.891  4.7229  2.7898  -0.1593  0.4401  -0.367
Si  4.9243  8.3455  2.2468  -0.0327  -0.0567  -0.404
Si  8.7211  0.8797  1.8249  -0.2427  0.3945  -0.3013
Si  8.716  4.4902  2.627  0.7174  0.9558  -0.5802
Si  8.8036  8.2379  2.2355  -0.1447  0.5139  -0.8559
Si  12.5413  0.9318  2.0561  0.7225  0.8497  -0.3386
Si  12.497  4.7185  2.536  0.2612  0.7686  -1.219
Si  12.6753  8.3374  2.3227  0.5152  0.1953  -0.33
Si  4.9066  2.7706  3.8502  0.2806  -0.6153  1.1286
Si  4.8943  6.704  3.8958  -0.3551  0.2432  0.4273
Si  4.9232  10.3086  3.64  -0.2555  0.2075  0.1701
Si  8.7548  2.5392  3.6716  -0.0582  -0.7764  -0.0867
Si  8.8091  6.5291  3.7775  -0.3936  -0.4961  0.2867
Si  8.6328  10.3061  3.537  0.4408  -0.3344  0.1773
Si  12.5083  2.7653  3.6032  -0.4004  -1.4318  1.1006
Si  12.5573  6.5893  3.8227  -0.4172  0.2051  0.3683
Si  12.7082  10.3907  3.6468  -0.5285  -0.7179  0.25
Si  2.9608  2.7342  5.1417  -0.1601  -0.0592  -0.7436
Si  2.9648  6.6183  5.2626  0.3532  0.7473  -0.7536
Si  3.0468  10.3538  5.2014  0.3795  -0.126  -1.2303
Si  6.9123  2.7225  5.0673  -0.8876  0.7926  -0.3747
Si  6.8393  6.5932  5.1363  0.3395  0.3974  -0.2368
Si  6.7922  10.3175  5.0749  0.3106  -0.1621  -0.3979
Si  10.5949  2.688  5.0535  0.8979  0.255  -0.7198
Si  10.6346  6.5573  5.1599  0.5368  -0.1974  0.1181
Si  10.6629  10.3428  4.9695  -0.3383  0.2901  -0.0785
Si  3.0451  0.7645  6.3349  -0.1308  0.5379  1.0739
Si  2.9998  4.6814  6.3889  -0.3909  -0.5991  0.936
Si  2.9284  8.5306  6.5728  -0.3803  -0.3609  0.6677
Si  6.7605  0.8159  6.2046  0.1194  -0.6087  0.8741
Si  6.7666  4.6825  6.4064  -0.1599  -0.6475  0.2812
Si  6.8531  8.4649  6.5172  0.1801  0.1328  0.0513
Si  10.5906  0.815  6.3074  0.255  -1.0721  0.0864
Si  10.6952  4.5672  6.4039  -0.2684  0.5816  0.5394
Si  10.6357  8.4772  6.4298  0.3616  0.3625  -0.2618
Si  4.9834  0.8521  7.7407  0.2153  -0.1833  0.0606
Si  4.7911  4.6134  7.8366  0.3477  0.3857  -0.2832
Si  4.8852  8.4507  7.7944  0.0371  0.5281  0.2252
Si  8.6099  0.8525  7.6372  -0.3895  0.1305  -0.0674
Si  8.6828  4.6187  7.6687  0.4859  1.053  -0.5712
Si  8.8413  8.4872  7.8319  -0.3996  0.4454  0.0348
Si  12.5584  0.7343  7.6182  -0.1477  0.461  -0.4242
Si  12.6609  4.6602  7.8197  0.058  0.8133  -0.8281
Si  12.4226  8.5268  7.9487  0.1172  -0.2237  -0.4302
Si  4.9181  2.7508  9.2084  -0.1844  -0.6312  -0.1021
Si  4.8123  6.5925  9.1382  -1.2065  0.1699  -0.2289
Si  4.8971  10.2381  9.364  0.8279  -0.2077  -0.1477
Si  8.6263  2.8339  9.0152  -1.3818  -0.5845  0.376
Si  8.7792  6.5261  9.0375  0.4153  -0.6013  -0.2085
Si  8.6584  10.3336  9.2977  0.7134  -0.0468  -0.3634
Si  12.6281  2.6929  8.9141  0.7289  -0.85  1.0977
Si  12.5489  6.5883  9.2616  0.2445  -0.2823  -0.1534
Si  12.3951  10.3436  9.4216  -0.5341  0.2875  0.5308
Si  3.0661  2.1327  10.5467  -0.5347  0.4894  -0.1831
Si  2.9949  7.0885  10.7044  0.0993  0.471  -0.7229
Si  2.9469  10.299  10.5997  0.0992  0.1492  -0.0116
Si  6.7176  3.4914  10.5267  0.6394  0.0199  1.7815
Si  6.7884  6.6151  10.1555  0.7179  -1.2009  1.4404
Si  6.8961  9.5995  10.6069  -0.7278  1.2902  1.8451
Si  10.6199  2.8751  10.0264  0.5299  -0.0232  1.1654
Si  10.6202  5.9657  10.4104  -0.624  -0.0012  1.0779
Si  10.4335  11.1268  10.7034  -0.0124  0.9083  0.2313
Si  10.8019  -0.8628  17.1554  -0.5878  0.8247  -1.1172
Si  6.4713  7.6121  19.0352  0.6133  -0.7146  -0.192
Si  0.629  4.9736  14.5303  0.9891  -2.7063  -0.8087
Si  7.7604  2.8922  16.0668  -0.8421  -2.3262  0.441
Si  8.4175  10.9051  12.8969  -0.1419  1.301  -2.1802
Si  3.3443  5.0104  15.5632  -0.1209  1.7298  0.4731
Si  10.0476  2.1072  17.7217  -2.5918  -1.2191  0.8163
Si  8.4683  8.7291  17.4851  -0.9896  -0.2059  -1.3409
Si  7.3094  1.8522  18.7359  2.0961  -1.1346  2.4029
Si  -1.0167  7.008  13.5032  0.852  0.8888  -0.8221
Si  12.4124  7.8779  22.9972  -0.9809  -0.7754  -2.9133
Si  4.7827  2.487  20.2063  2.2863  -0.4799  3.4085
Si  11.9424  6.8636  20.1684  -1.5686  -2.7396  2.8952
Si  9.5929  9.4058  14.9673  0.8715  -1.9134  0.5444
Si  3.8098  7.1099  17.5253  1.5884  -0.0832  -0.2786
Si  2.8883  4.5345  12.667  -0.7356  -1.0949  0.4947
Si  13.4985  -0.9953  23.3688  -0.2014  -0.0816  1.0976
Si  10.9326  3.4052  21.8384  0.0567  -2.3712  -0.6422
Si  4.6955  9.4749  22.3479  -0.7745  -0.6968  2.3224
Si  6.4466  10.3588  18.6147  -0.7668  -1.1951  0.1394
Si  7.6106  2.4712  13.2221  1.324  -1.0107  1.4125
Si  9.189  4.6682  14.5159  -0.3984  -2.5444  -0.1678
Si  10.3066  6.1905  22.2956  1.0285  -0.3023  2.0185
Si  3.4414  4.3174  18.2881  -0.5682  -1.4057  -0.9542
Si  5.4808  6.7035  21.6714  -1.1491  0.401  -1.6962
Si  12.044  3.9534  19.0405  -2.5193  -2.6618  -0.4759
Si  6.5982  8.1343  23.7778  2.2682  -2.3421  1.5047
Si  1.1196  1.8324  23.9179  1.2346  -1.89  -1.0707
Si  8.4382  4.1162  22.8748  -0.3644  -0.0586  1.5086
Si  15.3968  -0.3709  19.5148  0.437  1.6786  -1.3081
Si  5.311  3.9967  22.7872  -0.0649  -0.4862  -1.0914
Si  13.2265  9.1114  18.5801  1.035  2.4618  1.129
O  6.6877  6.9812  22.6329  0.6413  0.9851  1.246
O  4.9514  3.832  24.3483  0.0934  0.3665  -0.3404
O  2.8565  8.364  17.7819  0.0191  -0.0729  -0.1514
O  6.1502  9.4967  23.1232  -1.0931  1.178  -0.9569
O  11.5934  3.1761  20.395  0.2049  0.0787  -0.5213
O  10.906  7.336  23.3499  -0.3638  -1.0227  -1.1534
O  3.1081  6.1077  0.5309  -0.0705  0.4992  -0.3538
O  15.3019  1.265  19.6982  -0.4403  -0.9903  -0.1389
O  4.5055  3.7371  19.317  -0.5923  1.4306  -1.0095
O  6.7885  3.3869  0.5286  -0.2198  0.0679  0.135
O  6.6788  8.3753  -0.4729  -0.0136  0.8963  -1.8144
O  3.755  4.6888  14.0652  0.4019  -0.2787  -1.373
O  10.7816  -1.2075  0.3524  -0.1517  -2.2025  -0.2087
O  4.4379  7.9973  21.728  0.5995  -0.872  0.0611
O  10.9961  3.4769  0.0296  0.2392  -0.6097  0.0552
O  12.464  -1.8723  22.5146  -0.5911  -0.4018  -0.8882
O  12.0244  5.4914  19.2756  -0.1397  3.1062  0.7677
O  9.6623  9.5623  18.1877  0.5605  -0.0211  0.0156
O  6.9631  2.3338  14.7335  0.5242  0.069  0.2576
O  8.6593  3.6852  13.3195  0.6424  0.8106  0.35
O  9.8302  10.5795  12.11  -0.4546  -0.5285  0.5719
O  6.914  3.9007  22.5464  -1.0676  0.1135  0.2438
O  0.3569  6.4893  14.2168  -0.6165  1.113  -0.7074
O  1.7378  4.8869  15.6915  -0.5485  0.0795  0.0876
O  6.7544  5.1211  11.0056  -0.0191  -0.1908  -1.0507
O  10.5044  10.4237  15.8276  0.1296  -0.061  0.8574
O  6.4195  2.2557  19.9857  -1.8117  0.0482  0.6296
O  6.86  8.0054  11.0749  0.0607  0.1285  -0.3286
O  6.6004  2.7657  12.0691  -1.338  0.7378  -2.7649
O  9.2178  6.1508  14.0302  -0.4559  1.4658  -0.4346
O  5.3508  7.5252  17.879  -0.915  -0.2821  -0.2004
O  -0.7492  4.22  14.9616  0.7233  0.5228  -0.3047
O  -0.9728  6.8455  11.8861  0.1483  -0.056  0.4197
O  6.8678  2.5328  17.4165  -0.9165  1.8222  -3.6466
O  7.0741  10.482  12.069  0.284  -0.8991  -1.4134
O  3.7904  6.5716  15.9946  -0.4976  -1.0026  -0.1569
O  2.9571  8.7029  11.2431  0.1168  -0.5637  0.0799
O  8.9272  8.2818  15.9728  0.2291  0.8005  0.8723
O  3.2632  3.192  11.8054  -0.12  0.3361  0.2601
O  8.4314  1.1263  12.8315  -0.449  0.6044  0.2955
O  3.1131  3.2438  0.6617  -0.0773  1.736  0.1869
O  3.3433  5.8957  18.5008  -0.1627  0.761  0.0922
O  11.4994  2.2409  22.7896  -1.0066  0.1085  -0.6181
O  8.1851  4.3904  15.7621  0.0091  1.6532  0.1073
O  10.4007  6.808  20.8415  0.8339  0.4136  -1.9294
O  11.3217  4.8241  22.3666  -0.5174  3.0441  0.7402
O  4.7428  5.366  22.1171  -0.1952  -0.2339  0.5839
O  7.329  0.2387  18.6875  0.2455  0.6564  0.3299
O  8.4091  10.1782  14.2758  -0.5863  -0.3809  0.8754
O  6.037  1.3287  -0.7509  -0.2212  0.4508  0.8027
O  8.8705  2.2186  18.9287  1.565  0.1141  -0.7058
O  13.4563  3.5844  18.4993  2.7453  -0.143  -0.5091
O  10.7356  0.6432  17.7208  0.1914  0.0193  0.0902
O  9.3225  3.2465  21.881  0.4247  -0.4552  -0.5644
O  11.0157  3.3267  17.8786  1.5684  1.656  0.959
O  14.9506  -1.5119  23.0167  1.8447  -0.6626  -0.5747
O  12.8634  7.0714  21.5126  -0.2793  0.7768  2.0445
O  8.8612  5.6556  22.7034  0.3716  0.5631  -0.0934
O  7.9672  7.4399  18.331  -0.669  0.0493  0.3533
O  7.1495  9.7384  17.2986  0.6218  -0.538  -0.2576
O  10.6203  1.4132  10.8493  0.05  -0.8292  -0.8406
O  10.5743  4.3597  10.8648  0.3373  -0.4331  -0.7026
O  14.0278  -1.1173  19.2995  -2.0718  -2.0868  -1.1524
O  12.2459  8.1085  19.3403  0.4342  2.0965  -1.8881
O  13.422  0.5616  23.1186  -0.5046  2.7545  0.0869
O  4.8821  -0.6245  18.2891  0.1164  0.1896  -0.3345
O  3.4239  0.9043  -0.3786  -0.2291  0.1191  -0.1796
O  3.061  5.8974  11.8148  0.1007  0.093  0.5237
O  6.114  6.5283  20.1735  -0.1355  0.154  0.1207
O  12.2923  10.0039  17.6561  0.0711  -0.151  -0.1258
O  2.9679  0.5282  11.0003  0.285  -0.5504  -0.0631
O  13.2371  7.6043  24.2964  1.1214  -0.451  1.5593
O  3.8837  4.0339  16.7041  0.3841  -0.2983  1.6908
O  1.3386  4.269  13.1535  -0.2548  1.0663  1.1284
O  9.9986  5.8406  0.305  -0.4898  -0.2826  0.5446
O  4.6307  2.8565  21.8647  -0.1125  -0.9631  -1.9202
O  6.7504  6.0595  0.5786  0.0613  1.7318  0.2128
O  11.2396  7.7591  -0.5693  0.4509  1.9898  1.6247
O  4.6731  -0.8395  20.8998  0.6097  1.1575  -0.3227
O  9.1939  2.1478  16.3361  -0.319  -0.0129  -0.2903
O  10.4108  8.5392  13.8418  -0.6552  0.7694  0.595
O  6.4944  9.0946  19.6735  0.198  0.4795  0.2499

Results
free energy: -50294.811 eV
free energy less fixed offsets of O -463.61, Si -117.95 eV per atom: -11.991 eV
pressure: 1.25 GPa
stress xx, yy, zz, yz, xz, xy (GPa, positive in tension): -1.6, -1.67, -0.48, 3.16, -1.44, 0.1

The program warned: the forces do not sum to zero within the program's tolerance.
